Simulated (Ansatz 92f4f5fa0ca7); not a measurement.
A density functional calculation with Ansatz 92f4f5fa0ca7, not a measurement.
Periodic cell of 224 atoms, Si133O89H1N1, from a study of silicon, its oxide and their interface. The atomic structure is a simulated model.
Doubt: the cutoff is low for norm-conserving oxygen, so forces and energies are approximate.
Doubt: the program's own warning below bears on the result.

Settings: functional HSE06; potential files SPMS norm-conserving; basis plane waves; wave-function cutoff 800 eV; density cutoff ratio 4; exchange-correlation grid ratio 1; k mesh 1 x 1 x 1, Gamma-centred; occupations fixed; spin none; net charge 0.

Cell vectors (angstrom)
a  10.938  0  0
b  0  10.938  0
c  0  0  32.3528

Atoms: element, x, y, z (angstrom)
Si  0.3407  -0.3005  24.7578
Si  5.2886  0.2887  25.0664
Si  3.0749  2.4727  25.0273
Si  7.9434  2.9241  25.0156
Si  -0.203  5.6573  24.785
Si  5.7538  5.1659  24.9061
Si  2.6212  8.3958  24.6536
Si  8.4918  7.8977  24.8287
Si  1.4069  1.2891  26.1793
Si  6.8329  1.4042  26.3937
Si  4.1776  4.0865  26.2949
Si  9.6033  4.1083  26.1851
Si  1.4189  6.8405  26.0624
Si  6.897  6.7924  26.181
Si  4.1  9.5286  26.1575
Si  9.649  9.5263  26.1143
Si  2.7557  -0.0483  27.5799
Si  8.2645  -0.051  27.5536
Si  0.0259  2.7016  27.5302
Si  5.4723  2.7478  27.6931
Si  2.7341  5.4814  27.5329
Si  8.2336  5.4459  27.5887
Si  0.0484  8.1727  27.5341
Si  5.4924  8.1753  27.5275
Si  4.1018  1.3673  28.9346
Si  9.5708  1.3673  28.9346
Si  1.3673  4.1018  28.9346
Si  6.8362  4.1018  28.9346
Si  4.1018  6.8362  28.9346
Si  9.5708  6.8362  28.9346
Si  1.3673  9.5708  28.9346
Si  6.8362  9.5708  28.9346
Si  0  0  30.3018
Si  5.469  0  30.3018
Si  2.7345  2.7345  30.3018
Si  8.2035  2.7345  30.3018
Si  0  5.469  30.3018
Si  5.469  5.469  30.3018
Si  2.7345  8.2035  30.3018
Si  8.2035  8.2035  30.3018
Si  1.3673  1.3673  31.6691
Si  6.8362  1.3673  31.6691
Si  4.1018  4.1018  31.6691
Si  9.5708  4.1018  31.6691
Si  1.3673  6.8362  31.6691
Si  6.8362  6.8362  31.6691
Si  4.1018  9.5708  31.6691
Si  9.5708  9.5708  31.6691
Si  2.7345  0  0.6835
Si  8.2035  0  0.6835
Si  0  2.7345  0.6835
Si  5.469  2.7345  0.6835
Si  2.7345  5.469  0.6835
Si  8.2035  5.469  0.6835
Si  0  8.2035  0.6835
Si  5.469  8.2035  0.6835
Si  4.1018  1.3673  2.0507
Si  9.5708  1.3673  2.0507
Si  1.3673  4.1018  2.0507
Si  6.8362  4.1018  2.0507
Si  4.1018  6.8362  2.0507
Si  9.5708  6.8362  2.0507
Si  1.3673  9.5708  2.0507
Si  6.8362  9.5708  2.0507
Si  0  0  3.418
Si  5.469  0  3.418
Si  2.7345  2.7345  3.418
Si  8.2035  2.7345  3.418
Si  0  5.469  3.418
Si  5.469  5.469  3.418
Si  2.7345  8.2035  3.418
Si  8.2035  8.2035  3.418
Si  1.2218  1.4994  4.7713
Si  6.7991  1.3911  4.825
Si  4.1333  4.0294  4.7925
Si  9.5393  4.113  4.8532
Si  1.3663  6.8215  4.7633
Si  6.7967  6.8955  4.7839
Si  4.0776  9.6198  4.7712
Si  9.605  9.5508  4.7179
Si  2.6711  0.1441  5.9661
Si  8.1816  -0.074  6.0341
Si  -0.1764  2.7234  6.3829
Si  5.4363  2.6854  6.3355
Si  2.6704  5.3636  6.0621
Si  8.167  5.5315  6.1613
Si  0.0411  8.227  6.1097
Si  5.3976  8.2565  6.183
Si  3.6736  1.5534  7.5646
Si  9.6165  0.895  7.61
Si  1.5285  3.909  7.5595
Si  6.5338  4.4511  7.4901
Si  4.1982  6.589  7.3122
Si  9.3724  7.1544  7.4182
Si  1.1958  9.9032  7.2945
Si  7.0751  9.3631  7.4429
O  9.6055  6.7796  24.2931
O  4.178  1.3668  24.4628
O  8.1963  8.2194  7.886
O  2.648  2.7773  8.0298
O  6.8592  4.0287  24.4131
O  1.4672  9.5259  24.2123
O  5.366  5.5569  7.8416
O  0.0076  -0.0366  7.8349
O  7.089  4.0466  8.9793
O  6.7094  10.2161  8.8288
O  10.1966  6.708  8.7757
O  2.0764  9.579  8.6379
O  3.8973  0.6349  8.9424
O  1.055  4.7148  8.9331
O  8.8759  0.7876  9.1129
O  3.3876  7.1415  8.6156
O  7.7632  8.5209  23.4828
O  8.5428  2.057  23.7698
O  5.0851  5.773  23.5367
O  2.4839  3.2652  23.734
O  10.6181  0.4129  23.4172
O  0.4233  4.9377  23.4251
O  3.3749  7.7831  23.2813
O  6.1722  10.6577  23.8228
Si  9.5553  2.5287  19.9448
Si  5.6062  6.6906  19.6497
Si  7.9635  3.449  14.5583
Si  13.3409  3.2388  13.3622
Si  4.6944  1.4489  13.5864
Si  5.0119  7.2276  14.3135
Si  4.0016  5.4796  12.2659
Si  4.0087  6.4439  22.5177
Si  9.6199  10.7063  14.3918
Si  6.8107  5.5649  12.62
Si  7.3497  1.9289  12.1832
Si  3.312  13.5072  17.8487
Si  7.9928  4.3741  10.284
Si  9.234  7.8587  14.6895
Si  7.5401  0.4983  18.486
Si  9.7807  5.184  16.2524
Si  7.6823  9.6623  16.3138
Si  2.2118  11.3392  12.434
Si  8.0014  15.8458  18.804
Si  12.4804  13.455  20.0842
Si  -1.6511  1.0707  22.7259
Si  4.9288  10.045  15.4065
Si  2.842  10.9202  19.2314
Si  5.5571  9.6589  20.1133
Si  10.7492  5.4677  9.6817
Si  7.0947  9.8368  22.7862
Si  6.275  13.8281  17.039
Si  -3.1242  -0.1937  9.9327
Si  1.7627  4.2947  16.104
Si  -1.7176  9.1439  12.0091
Si  1.0212  8.8993  14.2678
Si  3.4657  7.6415  10.1521
Si  1.7429  4.2718  22.7145
Si  2.5824  9.1252  16.9489
Si  13.9939  10.3663  9.6862
Si  4.0245  6.4166  17.0766
Si  11.6672  -3.4768  11.7066
O  5.1012  6.6822  15.8586
O  3.7387  2.659  14.1195
O  6.6417  3.2253  15.4848
O  3.9733  10.0896  20.078
O  4.2144  6.452  10.9695
O  1.3295  3.3428  21.4574
O  4.0772  9.1739  10.2206
O  -3.3886  -5.2236  11.1519
O  10.6376  -2.273  11.3889
O  9.2337  3.781  15.5451
O  5.4328  4.7154  12.3891
O  3.5521  10.21  16.2237
O  6.3516  6.9214  13.4188
N  10.3496  9.1776  14.7613
O  6.072  9.648  16.4778
O  9.776  6.3823  15.127
O  13.7627  4.3421  12.2028
O  6.7342  1.3722  17.3709
O  1.7198  8.5545  15.6958
O  1.9587  9.8953  18.2688
O  14.2553  7.8085  17.5343
O  4.6934  14.0859  17.2515
O  8.6636  12.3721  19.1567
O  5.8334  2.1192  12.6869
O  8.2444  2.1331  13.5881
O  2.7536  5.4469  22.2267
O  8.8989  14.9672  19.86
O  2.0688  10.9562  10.8578
O  -3.1474  4.7599  13.6267
O  10.624  11.8718  14.9026
O  7.8726  3.1222  11.2654
O  8.7324  7.9741  13.0963
O  2.747  14.1895  19.2395
O  12.4829  4.0448  14.494
O  8.2818  10.8157  22.2353
O  12.9459  7.7791  10.8047
O  12.5697  1.9338  12.707
O  8.1646  10.7041  15.1473
O  4.7774  16.8737  18.4464
O  8.2738  10.1607  17.7532
O  5.317  11.4912  14.782
O  3.8193  0.4243  12.6806
O  7.0015  14.8241  18.0661
O  -1.5776  10.6107  12.7586
O  9.7058  2.0035  21.4744
O  5.7878  8.2753  19.2778
O  2.9321  5.3483  16.524
O  -2.609  -1.5666  10.6696
O  6.4572  21.831  19.5623
O  12.0207  7.5472  13.31
O  6.084  9.3481  21.6205
O  2.1408  2.8341  16.7397
O  7.1062  16.9309  19.6559
O  7.244  11.5806  11.2053
O  8.9348  16.5066  17.6107
O  1.9277  0.9063  20.244
O  3.7703  -4.4923  13.5771
O  8.0874  8.1629  15.8216
O  0.1826  6.0032  11.1887
O  4.7913  8.8464  14.2933
O  11.0506  13.5253  19.2913
O  4.7943  6.6428  21.0874
O  1.5852  10.2011  13.4337
O  11.3101  4.8872  16.701
O  3.5923  1.0152  18.2131
O  9.5422  4.3981  9.8095
H  10.3346  12.7975  14.8879

Results
free energy: -55232.590 eV
free energy less fixed offsets of H -15.86, N -279.42, O -447.96, Si -113.29 eV per atom: -1.300 eV
gap between the highest filled and lowest empty level on this k mesh: 1.210 eV

The program warned: the cutoff lies below the one the program advises for these potential files; the model core charge is not resolved on the grid; the forces do not sum to zero within the program's tolerance; the potential files have known limits; the exchange-correlation potential is rough where the density is thin.
